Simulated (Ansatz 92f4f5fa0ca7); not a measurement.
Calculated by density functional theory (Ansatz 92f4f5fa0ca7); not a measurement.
Periodic cell of 223 atoms, Si133O90, from a study of silicon, its oxide and their interface. The atomic structure is a simulated model.
Doubt: the cutoff is far below the 930 eV that the study's wrapper takes by default for these files, so forces and energies are approximate.

Settings: functional PBE; potential files Ansatz PAW; basis plane waves; wave-function cutoff 580 eV; density cutoff ratio 5; exchange-correlation grid ratio 1; k mesh 1 x 1 x 1, Gamma-centred; self-consistency stop 5e-08 eV per atom in the density residual; occupations fixed; spin none; net charge 0.

Cell vectors (angstrom)
a 10.938 0 0
b 0 10.938 0
c 0 0 32.3862

Atoms and the computed forces on them: element, x, y, z (angstrom), force x, y, z (eV/angstrom)
Si 10.6762 0.2845 24.8836 -0.1399 0.2222 -0.4206
Si 5.1863 0.1843 24.8321 -0.0365 0.0919 -0.0138
Si 3.0166 2.4907 24.9814 0.088 -0.1186 -0.2777
Si 8.4251 2.4774 24.9058 0.0385 -0.071 -0.2418
Si 10.5048 5.6607 24.9143 0.0691 0.1844 -0.1124
Si 5.1795 5.6735 24.8173 -0.0085 -0.039 -0.164
Si 3.1068 8.1047 24.8833 -0.0585 -0.3061 -0.0154
Si 8.327 7.9103 24.7457 0.0966 -0.1289 -0.2645
Si 1.338 1.3781 26.2449 0.08 -0.006 -0.1375
Si 6.8187 1.318 26.1996 -0.0734 0.0271 -0.3183
Si 4.1271 4.1027 26.2833 -0.0404 0.0595 -0.1792
Si 9.4809 4.0919 26.3159 0.0342 -0.0651 -0.1885
Si 1.3398 6.8785 26.0953 0.0262 -0.0737 -0.3529
Si 6.8161 6.7962 26.1815 -0.1508 -0.0138 -0.2214
Si 4.1617 9.5807 26.3342 0.0017 0.0991 -0.213
Si 9.5158 9.5436 26.1132 -0.0131 -0.0527 -0.1651
Si 2.7072 -0.0066 27.61 -0.011 0.0163 0.0749
Si 8.1814 -0.0466 27.5651 0.0609 0.0489 0.0513
Si 0.0013 2.7647 27.6135 0.0329 0.0102 0.0906
Si 5.5137 2.7359 27.6051 0.0237 -0.0307 0.0065
Si 2.6863 5.4796 27.5666 -0.0433 0.0914 -0.0582
Si 8.1426 5.4708 27.6207 0.002 0.0209 0.1359
Si -0.0009 8.234 27.5376 0.0154 -0.045 -0.0022
Si 5.5232 8.1881 27.613 0.0129 -0.0323 0.1037
Si 4.1018 1.3673 28.968 -0.007 0.0798 -0.1623
Si 9.5708 1.3673 28.968 -0.0935 -0.1726 -0.3102
Si 1.3673 4.1018 28.968 -0.0095 0.1734 0.1287
Si 6.8362 4.1018 28.968 -0.0862 -0.0396 0.4322
Si 4.1018 6.8362 28.968 -0.1007 -0.0459 -0.2761
Si 9.5708 6.8362 28.968 0.0197 0.1233 -0.3673
Si 1.3673 9.5708 28.968 -0.1909 -0.0711 0.0066
Si 6.8362 9.5708 28.968 0.1946 -0.1289 0.2392
Si 0 0 30.3352 -0.0123 -0.0487 -0.0195
Si 5.469 0 30.3352 -0.0123 -0.0289 -0.0345
Si 2.7345 2.7345 30.3352 0.0491 0.0484 -0.0221
Si 8.2035 2.7345 30.3352 -0.0191 0.0376 -0.0177
Si 0 5.469 30.3352 0.0385 -0.0321 -0.0301
Si 5.469 5.469 30.3352 -0.0807 -0.1306 0.0015
Si 2.7345 8.2035 30.3352 -0.0144 -0.0189 -0.0453
Si 8.2035 8.2035 30.3352 0.0354 0.09 0.0165
Si 1.3673 1.3673 31.7025 -0.0054 0.0169 -0.0435
Si 6.8362 1.3673 31.7025 0.006 0.0109 -0.015
Si 4.1018 4.1018 31.7025 -0.0093 0.0313 -0.0123
Si 9.5708 4.1018 31.7025 0.0129 -0.0068 -0.0046
Si 1.3673 6.8362 31.7025 -0.0045 0.01 -0.0089
Si 6.8362 6.8362 31.7025 -0.0022 -0.0187 -0.046
Si 4.1018 9.5708 31.7025 -0.0219 0.0078 -0.0141
Si 9.5708 9.5708 31.7025 0.0112 -0.0049 -0.0128
Si 2.7345 0 0.6835 -0.0299 0.0219 0.013
Si 8.2035 0 0.6835 0.034 -0.0652 0.0088
Si 0 2.7345 0.6835 0.0521 -0.0165 0.022
Si 5.469 2.7345 0.6835 -0.0362 0.032 0.0146
Si 2.7345 5.469 0.6835 0.0196 -0.0631 0.0138
Si 8.2035 5.469 0.6835 -0.0376 0.0161 0.016
Si 0 8.2035 0.6835 -0.0067 0.0304 0.0204
Si 5.469 8.2035 0.6835 0.0252 -0.0081 0.0221
Si 4.1018 1.3673 2.0507 0.0233 -0.013 0.0187
Si 9.5708 1.3673 2.0507 -0.0238 0.0585 0.011
Si 1.3673 4.1018 2.0507 -0.0204 0.0555 0.0206
Si 6.8362 4.1018 2.0507 -0.0024 -0.0325 0.0183
Si 4.1018 6.8362 2.0507 -0.072 0.0087 0.0123
Si 9.5708 6.8362 2.0507 0.0378 -0.058 -0.0095
Si 1.3673 9.5708 2.0507 0.0713 0 0.0045
Si 6.8362 9.5708 2.0507 -0.0018 0.0785 0.0097
Si 0 0 3.418 0.0056 -0.004 0.3812
Si 5.469 0 3.418 0.2154 0.1126 -0.267
Si 2.7345 2.7345 3.418 0.0487 -0.0236 0.2277
Si 8.2035 2.7345 3.418 0.0429 -0.1032 -0.1496
Si 0 5.469 3.418 -0.2273 -0.0916 -0.5037
Si 5.469 5.469 3.418 0.1072 -0.0287 0.3026
Si 2.7345 8.2035 3.418 0.1002 0.14 -0.4174
Si 8.2035 8.2035 3.418 0.0093 0.0397 0.3592
Si 1.3802 1.3676 4.824 -0.0319 -0.0023 -0.042
Si 6.8614 1.3536 4.7891 0.003 -0.0211 0.0657
Si 4.1186 4.0872 4.8145 0.0251 -0.0513 -0.0019
Si 9.5705 4.1008 4.7579 0.027 0.0189 -0.0474
Si 1.3311 6.8623 4.7009 -0.0639 -0.0202 -0.0715
Si 6.8531 6.8263 4.8336 0.0214 -0.0324 -0.0773
Si 4.1455 9.5529 4.736 0.0243 -0.01 -0.1065
Si 9.5614 9.581 4.8445 -0.0211 0.0163 -0.0656
Si 2.8372 -0.0263 6.0994 -0.011 0.0515 0.1878
Si 8.1926 0.0125 6.2609 0.0306 0.0046 0.2515
Si -0.0268 2.7726 6.1591 0.0208 -0.0152 0.1586
Si 5.552 2.7258 6.2032 -0.0438 -0.0027 0.2018
Si 2.6738 5.5259 6.0215 0.0792 -0.0349 0.2518
Si 8.2577 5.4433 6.1848 -0.0375 -0.0121 0.1818
Si 0.012 8.1605 6.1421 -0.0121 0.0608 0.2848
Si 5.4887 8.2402 6.1601 -0.0302 -0.0497 0.205
Si 4.4573 1.0448 7.4851 0.0224 0.023 0.2249
Si 9.3318 1.6874 7.5623 -0.0418 0.0867 0.1428
Si 1.147 4.4015 7.4188 -0.0255 0.0939 0.177
Si 7.1261 3.9063 7.6005 0.0498 -0.065 0.1222
Si 3.7994 7.104 7.3508 -0.118 0.0311 0.2242
Si 9.8466 6.562 7.5481 0.1779 -0.1457 0.1297
Si 1.6764 9.3125 7.3587 0.0996 -0.0814 0.3323
Si 6.6263 9.728 7.6383 -0.1411 0.0994 0.1557
O 9.4034 6.7293 24.2104 0.1792 0.0696 0.681
O 4.0379 1.3098 24.338 0.0103 0.1301 0.5152
O 4.1723 6.9227 24.3093 -0.1726 0.0774 0.4589
O 9.5781 1.4181 24.2933 0.0086 -0.0934 0.7076
O 5.5081 -0.078 8.1586 0.0084 0.0537 -0.5386
O 0.0603 5.477 8.1108 -0.071 0.0129 -0.5596
O 8.2218 2.7816 8.1887 0.0125 -0.0369 -0.5614
O 2.7315 8.1986 8.0439 0.0158 0.0097 -0.7195
O 1.0372 10.1341 8.6198 -0.1012 0.0264 -0.0522
O 9.1197 7.1361 8.9183 -0.0025 0.0119 -0.0855
O 4.4293 6.2657 8.5959 0.0794 -0.0189 0.0139
O 10.1267 1.1207 8.8983 -0.0094 -0.0472 -0.1044
O 1.9964 3.7346 8.6496 -0.0064 -0.0423 0.0008
O 6.5317 4.6774 8.9512 0.0184 -0.0321 -0.1444
O 3.7816 1.7553 8.8014 0.0027 0.0334 -0.0668
O 7.1679 8.9619 9.0263 0.0112 0.0332 -0.2035
O 2.7718 9.205 23.6548 0.1055 -0.0518 0.1574
O 0.483 10.6777 23.5099 0.0169 -0.0679 0.1647
O 5.6893 4.869 23.4494 -0.0567 0.1117 0.1759
O 5.7715 10.3949 23.4607 -0.0758 0.0864 0.1056
O 7.5552 8.4348 23.367 0.0612 -0.0276 0.2427
O 7.7105 3.14 23.5808 0.0585 -0.0355 0.1794
O 2.4485 3.384 23.7184 -0.0005 -0.0083 0.0378
O 0.0358 4.6297 23.7044 -0.0146 0.0409 0.1229
Si 1.3571 8.3576 13.8481 -0.032 -0.0195 -0.1514
Si 3.1081 3.0045 9.5817 -0.1744 -0.1247 -0.0594
Si 1.5041 9.6993 22.7226 -0.0444 -0.0321 -0.1199
Si 1.3905 4.2693 22.8745 -0.0915 -0.0589 0.0518
Si 4.7651 2.3594 16.1146 0.0401 0.044 0.0626
Si 10.8907 4.7205 15.5237 0.0096 0.0074 -0.0685
Si 5.1416 2.0634 20.483 0.0046 -0.0633 -0.3039
Si 8.5366 8.4104 9.7598 -0.0325 -0.0331 -0.0707
Si 0.3605 0.2078 12.552 0.0491 0.1306 0.198
Si 5.194 5.3157 9.6523 -0.0369 0.1309 -0.1062
Si 4.2873 8.2298 20.5562 -0.0413 0.1189 -0.2707
Si 7.3766 10.8527 19.8774 0.0605 0.1337 -0.1874
Si 5.8947 3.9558 18.32 0.0345 -0.0411 0.1151
Si 9.9464 0.9938 18.8983 -0.0889 0.0458 0.1527
Si 9.7555 7.5005 15.4384 0.0291 0.0217 0.0543
Si 8.5654 0.2743 14.0318 0.0472 0.1172 -0.0037
Si 2.3672 0.531 17.0752 -0.0075 -0.0082 0.0663
Si 4.3779 3.8763 13.632 -0.0598 0.0564 0.0459
Si 1.5129 7.0231 21.6776 -0.0696 -0.02 -0.4041
Si 6.4706 9.2809 22.4815 0.0762 0.0678 -0.0559
Si 6.0121 9.4691 13.7984 -0.1073 0.0074 -0.0713
Si 3.7174 8.8184 15.7498 -0.0697 -0.0027 -0.0114
Si 8.3134 4.5705 20.1101 0.1345 -0.0161 -0.2046
Si 9.1336 9.2381 18.1042 -0.033 0.008 0.1348
Si 6.6072 3.8133 22.5977 0.0875 0.0377 -0.006
Si 0.2295 3.1769 20.2079 -0.1469 0.0574 -0.2186
Si 10.247 6.8275 19.5064 -0.2322 0.0138 -0.046
Si 10.3783 1.7282 16.1979 -0.1132 0.0721 0.125
Si 5.9404 1.3463 13.5694 -0.0831 0.0681 0.0032
Si 8.6503 6.9325 12.5378 0.1382 -0.4029 0.1991
Si 5.8205 6.4608 12.5063 0.1116 -0.1414 0.2183
Si 1.3407 5.2548 18.0691 -0.021 -0.0206 0.104
Si 1.7181 3.0036 12.2045 -0.0623 0.1004 0.1341
Si 4.2356 6.5488 18.0321 0.0168 -0.1005 0.0883
Si 0.4603 5.7007 12.5895 0.0146 -0.0344 0.0479
Si 10.7748 10.7053 9.5428 0.1956 0.1042 -0.1292
Si 2.9419 -0.0139 20.1507 0.2781 0.0273 -0.1684
O 7.5744 1.483 13.5268 -0.0264 -0.0386 0.0302
O 5.7729 8.0523 12.9687 0.0512 0.0662 -0.0419
O 3.9874 7.6199 16.8313 0.0352 0.0377 -0.0577
O 1.1609 9.8914 13.2649 -0.0453 0.0132 -0.0296
O 4.0635 9.7409 19.976 -0.0047 -0.0327 0.0872
O 10.1762 10.5062 18.115 0.0419 0.0373 -0.0062
O 0.9637 4.4041 11.7059 0.0413 -0.0052 0.0225
O 9.712 2.0458 17.6675 0.0088 -0.0354 -0.1111
O 3.6882 1.3513 20.6558 -0.0574 0.0182 0.1243
O 2.2587 0.2172 18.6832 -0.0489 0.0059 -0.0341
O 7.427 4.0687 18.8452 -0.0187 0.0161 -0.0153
O 9.7612 8.3527 19.3229 0.058 -0.0064 0.0168
O 10.3405 3.1848 15.4452 -0.0061 0.0003 0.042
O 9.3943 0.6895 15.3882 -0.0558 -0.0475 -0.0599
O 1.0173 4.0174 19.0646 0.0641 -0.0509 0.025
O 4.2199 4.0844 10.0855 0.022 0.026 0.0981
O 0.1914 6.4135 18.2025 0.0196 0.0015 -0.0022
O 7.5731 9.8936 14.2038 -0.0171 -0.0245 -0.0192
O 8.7023 0.8621 19.9368 -0.0057 -0.0464 -0.0332
O 2.8804 10.0806 16.375 0.0226 -0.0141 -0.0178
O 2.8471 3.551 13.2301 -0.0043 -0.0226 -0.0482
O 1.9145 10.4545 21.3292 -0.1211 -0.1115 0.3188
O 9.1155 8.4099 16.6763 -0.0043 -0.0726 -0.125
O 5.3149 5.3598 17.7144 -0.0031 0.0783 -0.0423
O 5.7304 2.6053 21.9103 -0.0002 0.0287 0.1593
O 2.3842 2.3548 10.88 0.1189 0.016 -0.2033
O 9.6042 9.6132 9.6875 -0.0346 -0.0518 0.094
O 8.8494 6.0451 19.724 0.0206 0.0236 0.0021
O 0.2282 1.59 19.8096 0.0055 0.0365 -0.0091
O 1.007 3.3587 21.6011 0.13 0.0305 0.1572
O 1.2216 7.1826 12.6686 -0.0261 0.0221 0.0432
O 9.6069 3.6219 20.3495 0.0221 -0.0186 0.0469
O 0.5432 5.1111 14.0856 0.0163 -0.0219 0.0427
O 0.8883 1.7486 12.9214 0.0203 -0.0366 -0.054
O 5.5135 6.2882 10.9182 0 -0.0578 -0.191
O 5.906 2.8078 17.1745 -0.0093 -0.0018 -0.0537
O 9.8905 5.9918 12.0588 -0.0785 0.114 -0.0016
O 5.1749 9.2789 15.1868 0.0509 0.0637 0.0213
O 6.1167 0.9495 19.7497 -0.0129 0.0058 0.0589
O 4.4062 3.701 15.2532 -0.008 -0.0304 -0.0392
O 4.85 7.3079 19.3416 0.0428 0.0173 0.074
O 7.3937 4.6491 21.4406 -0.145 -0.0032 0.1913
O 7.2646 10.0273 21.2676 -0.0821 -0.1496 0.2315
O 0.3115 6.477 20.7307 0.1528 0.0394 0.1252
O 1.2293 4.7356 16.5395 -0.0279 0.0135 -0.0439
O 7.3565 5.9631 12.7622 -0.0368 0.1045 -0.0453
O 2.8495 8.2463 14.4853 0.0529 -0.046 0.0189
O 0.5311 0.0804 10.9589 -0.0529 -0.0545 -0.2235
O 9.7792 5.8989 15.8592 -0.0461 -0.019 0.0351
O 5.4932 10.8084 12.9423 0.0793 -0.0212 0.0958
O 0.9489 1.0782 16.4212 0.0839 -0.0285 -0.0546
O 7.648 9.8212 18.5897 -0.0302 -0.0539 -0.0019
O 8.964 7.6086 13.9994 -0.0464 0.0852 0.0289
O 3.4701 1.7192 16.8606 -0.0144 0.0064 -0.0334
O 8.326 8.0056 11.3395 -0.0444 0.186 -0.323
O 5.4254 1.2599 15.1229 0.0385 -0.0679 -0.0665
O 9.712 10.9777 12.9012 -0.0112 -0.075 -0.0071
O 4.9521 3.3906 19.5373 -0.0114 0.0121 0.0636
O 4.8291 5.417 13.2984 -0.0319 -0.0035 -0.0511
O 2.8106 5.8407 18.3923 0.0032 0.0142 -0.0051
O 5.3192 2.7151 12.9104 0.0651 -0.0835 -0.0035
O 5.3538 8.2902 21.7912 0.046 -0.0171 0.1607
O 0.3103 8.0841 15.0883 -0.0265 0.0095 0.0504
O 2.8303 7.6225 20.9467 -0.0439 -0.0491 0.1505
O 0.7652 8.2633 22.4367 -0.0515 -0.0441 0.1355
O 2.0433 5.7261 22.5071 0.078 0.0342 0.0914

Results
free energy: -135737.208 eV
free energy less fixed offsets of O -568.88, Si -635.61 eV per atom: -1.878 eV

The program warned: the cutoff lies below the one the program advises for these potential files; the exchange-correlation potential is rough where the density is thin.
